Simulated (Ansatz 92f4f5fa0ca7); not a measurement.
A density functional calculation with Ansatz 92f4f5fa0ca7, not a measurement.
Periodic cell of 406 atoms, Si266O140, from a study of silicon, its oxide and their interface. The atomic structure is a simulated model.
Doubt: the cutoff is far below the 930 eV that the study's wrapper takes by default for these files, so forces and energies are approximate.
This geometry differs little from another in the collection (a relaxation step or a small displacement).

Settings
functional: PBE
potential files: Ansatz PAW
basis: plane waves
wave-function cutoff: 580 eV
density cutoff ratio: 5
exchange-correlation grid ratio: 1
k mesh: 1 x 1 x 1, Gamma-centred
self-consistency stop: 5e-08 eV per atom in the density residual
occupations: fixed
spin: none
net charge: 0

Cell vectors (angstrom)
a 15.4687 0 0
b 0 12.8259 0
c 0 0 36.331

Atoms and the computed forces on them: element, x, y, z (angstrom), force x, y, z (eV/angstrom)
Si 0.031 1.137 33.689 0 0.002 0.004
Si 3.877 1.186 33.599 -0.001 0.004 0.015
Si 7.676 1.149 33.626 0.001 0.017 0.008
Si 11.454 1.127 33.663 0.001 0.01 0
Si 1.963 7.578 33.632 -0.002 0.001 0.004
Si 5.733 7.558 33.648 -0.007 -0.002 0.011
Si 9.63 7.595 33.595 0.004 -0.001 0.009
Si 13.485 7.578 33.655 -0.001 -0.005 -0.002
Si 1.934 5.247 34.064 0.019 0.098 0.192
Si 5.801 5.247 34.064 -0.046 -0.128 -0.717
Si 9.668 5.247 34.064 -0.226 0 -0.094
Si 13.535 5.247 34.064 -0.092 -0.23 -0.153
Si 0 11.66 34.064 0.087 0.13 0.622
Si 3.867 11.66 34.064 0.055 0.166 0.439
Si 7.734 11.66 34.064 -0.521 0.06 0.198
Si 11.602 11.66 34.064 -0.239 0.13 0.421
Si 0 4.664 35.301 0.021 0.052 -0.012
Si 3.867 4.664 35.301 0.046 -0.124 -0.099
Si 7.734 4.664 35.301 0.038 0.039 -0.026
Si 11.602 4.664 35.301 0.068 -0.019 -0.035
Si 1.934 11.077 35.301 0.003 0.028 0.022
Si 5.801 11.077 35.301 0.03 0.07 0.105
Si 9.668 11.077 35.301 0.066 -0.173 -0.132
Si 13.535 11.077 35.301 0.023 0.117 -0.014
Si 0 2.332 35.713 0.042 0.037 0.106
Si 3.867 2.332 35.713 -0.019 -0.07 -0.229
Si 7.734 2.332 35.713 -0.003 -0.039 -0.226
Si 11.602 2.332 35.713 -0.284 0.002 -0.103
Si 1.934 8.745 35.713 0.186 0 -0.063
Si 5.801 8.745 35.713 -0.166 0.014 -0.075
Si 9.668 8.745 35.713 -0.047 -0.098 -0.21
Si 13.535 8.745 35.713 -0.187 -0.063 0.076
Si 1.934 1.749 0.619 0.081 0.037 -0.036
Si 5.801 1.749 0.619 0.028 -0.05 -0.047
Si 9.668 1.749 0.619 0.022 0.043 -0.003
Si 13.535 1.749 0.619 0.074 -0.075 -0.081
Si 0 8.162 0.619 0.022 -0.058 -0.067
Si 3.867 8.162 0.619 0.034 -0.014 0.016
Si 7.734 8.162 0.619 -0.015 -0.062 -0.074
Si 11.602 8.162 0.619 0.037 0.056 0.02
Si 0 5.83 1.031 -0.02 -0.012 0.029
Si 3.867 5.83 1.031 0.01 0.031 0.018
Si 7.734 5.83 1.031 -0.067 -0.003 0.017
Si 11.602 5.83 1.031 -0.05 0.029 0.028
Si 1.934 12.243 1.031 -0.048 0.011 0.062
Si 5.801 12.243 1.031 0.007 -0.035 0.005
Si 9.668 12.243 1.031 -0.011 0.078 0.058
Si 13.535 12.243 1.031 -0.005 -0.071 -0.023
Si 1.934 5.247 2.268 0.122 -0.013 -0.285
Si 5.801 5.247 2.268 0.101 0.077 0.413
Si 9.668 5.247 2.268 -0.014 -0.059 -0.298
Si 13.535 5.247 2.268 0.091 -0.056 0.138
Si 0 11.66 2.268 -0.104 0.04 -0.157
Si 3.867 11.66 2.268 0.068 0.047 0.227
Si 7.734 11.66 2.268 -0.16 0.01 0.037
Si 11.602 11.66 2.268 0.012 0.026 0.061
Si 1.934 2.915 2.68 -0.041 -0.151 -0.021
Si 5.801 2.915 2.68 -0.02 0.103 0.054
Si 9.668 2.915 2.68 -0.041 -0.135 -0.02
Si 13.535 2.915 2.68 -0.047 0.017 -0.045
Si 0 9.328 2.68 -0.051 0.107 0.144
Si 3.867 9.328 2.68 -0.094 0.139 0.081
Si 7.734 9.328 2.68 -0.002 0.012 -0.017
Si 11.602 9.328 2.68 -0.059 -0.006 -0.018
Si 2.874 3.462 28.597 0.018 0.004 0.018
Si -0.765 -4.148 26.981 -0.018 0.011 -0.038
Si 7.031 -5.461 26.096 0.008 -0.002 -0.01
Si 16.298 -2.382 27.215 -0.013 0.019 0.001
Si 2.291 9.801 28.98 -0.034 0.007 0.004
Si 7.66 1.165 28.709 0 -0.011 -0.001
Si 12.262 10.692 23.331 0.012 0.007 0.004
Si 20.876 2.15 24.508 -0.014 -0.002 0
Si 4.72 6.656 24.259 0.024 0.042 -0.031
Si 11.565 0.779 29.171 -0.006 0.036 -0.026
Si 16.128 6.676 27.189 -0.055 -0.011 0.038
Si 15.39 4.139 30.838 -0.02 -0.03 -0.031
Si 2.487 5.554 26.171 0.098 -0.061 -0.008
Si 7.56 11.621 22.46 -0.014 -0.014 0.009
Si 14.564 4.904 27.622 -0.008 -0.002 0.07
Si 17.341 11.044 30.909 0.005 -0.001 -0.01
Si -5.955 8.898 29.523 -0.005 0.002 -0.003
Si 8.02 -2.498 25.164 0.019 -0.003 -0.004
Si 9.06 4.948 26.454 -0.041 0.023 -0.014
Si 9.468 0.334 30.153 -0.004 -0.012 0.001
Si -1.964 11.051 30.747 0.005 -0.017 -0.034
Si 5.695 7.909 28.921 0.003 0.019 0.073
Si 4.37 12.037 27.376 0.012 0.003 -0.016
Si 20.298 12.823 22.229 -0.034 -0.01 0.006
Si 2.402 3.064 24.585 -0.011 -0.02 0.007
Si 3.741 1.076 28.906 -0.006 0.021 -0.005
Si 11.848 0.775 24.479 0.001 0.004 0.02
Si 11.949 4.779 27.533 0.044 -0.013 0.017
Si 0.431 3.199 28.71 -0.054 0.013 0.009
Si 3.187 10.555 21.542 -0.006 -0.01 0.041
Si 4.404 8.718 19.766 -0.013 0.019 0.027
Si 17.236 7.517 29.152 0.008 0.008 0.007
Si -1.755 -3.668 29.228 0.028 0.032 0.036
Si 1.896 0.502 30.32 0.01 -0.02 0.01
Si 11.678 -4.691 30.041 -0.024 -0.055 -0.005
Si 13.504 0.569 30.472 0.007 -0.013 0.05
Si -0.209 7.775 30.324 -0.018 -0.001 0.005
Si 3.823 6.9 30.157 0.015 -0.011 -0.006
Si 7.726 7.348 30.216 -0.006 0.004 -0.014
Si 11.915 5.954 29.553 -0.055 0.053 0.043
Si -1.251 5.823 29.763 0.155 0.011 -0.134
Si 3.775 4.553 30.605 -0.013 0.014 -0.005
Si 7.844 4.833 30.484 0.008 0.004 -0.002
Si 11.501 4.134 30.89 0.025 0.023 -0.038
Si -0.09 13.771 29.091 0.003 0.024 0.015
Si 5.634 11.239 30.734 -0.01 -0.009 0.01
Si 9.488 10.894 30.841 0.01 -0.004 -0.001
Si 20.169 10.153 28.81 0.018 -0.028 0.021
Si 1.927 4.089 32.032 0.027 0.021 -0.002
Si 5.836 4.162 31.812 0.007 -0.004 0
Si 9.503 4.034 32.022 -0.019 0.007 0.013
Si 13.473 3.81 32.148 0.002 -0.005 0.024
Si -0.087 10.514 32.072 -0.006 -0.007 0.013
Si 3.827 10.508 32.063 -0.001 0.006 -0.018
Si 7.536 10.501 32.036 0.003 0.004 -0.008
Si 11.532 10.569 32.024 -0.005 0.002 0.017
Si 1.918 1.741 32.373 0 -0.009 0.008
Si 5.804 1.826 32.323 -0.003 -0.002 0.002
Si 9.533 1.633 32.269 0.004 0.006 0.012
Si 13.476 1.573 32.607 -0.001 -0.005 -0.029
Si -0.029 8.226 32.566 0.018 0.017 0.007
Si 3.86 8.123 32.288 -0.001 0.002 0.008
Si 7.63 8.176 32.429 0.006 -0.001 -0.011
Si 11.589 8.258 32.405 -0.006 -0.005 0.007
Si 0 2.332 3.917 0.162 -0.037 -0.193
Si 3.867 2.332 3.917 0.23 0.026 0.338
Si 7.734 2.332 3.917 0.008 0.063 0.274
Si 11.602 2.332 3.917 0.115 -0.219 -0.375
Si 1.934 8.745 3.917 0.423 0.546 0.372
Si 5.801 8.745 3.917 0.232 0.069 0.242
Si 9.668 8.745 3.917 -0.021 -0.081 -0.636
Si 13.535 8.745 3.917 -0.129 -0.305 -0.669
Si 2.054 6.441 4.274 -0.001 -0.001 0
Si 5.875 6.435 4.392 0.002 -0.005 0.005
Si 9.696 6.412 4.287 0.001 0.004 0.006
Si 13.592 6.455 4.323 0.007 -0.008 0.004
Si -0.061 12.804 4.323 0.002 0.009 0.014
Si 3.862 12.823 4.373 0.001 0.004 0
Si 7.659 12.824 4.341 -0.001 0.004 -0.002
Si 11.579 12.81 4.356 0.003 -0.009 -0.008
Si 0.139 5.993 5.498 0.003 0.005 0.011
Si 3.925 5.863 5.608 -0.011 0.005 -0.005
Si 7.848 5.85 5.638 0.01 0.001 0.006
Si 11.63 5.89 5.514 -0.013 0.001 0.008
Si 1.866 12.32 5.556 0 -0.004 0.016
Si 5.775 12.188 5.686 0 0 0.003
Si 9.598 12.269 5.534 0.015 0.003 0.006
Si 13.505 12.05 5.544 -0.009 0 -0.002
Si 0.192 3.717 5.807 0.012 0 0.005
Si 3.986 3.539 6.001 0.001 -0.008 -0.004
Si 7.834 3.507 6.017 -0.004 0.004 0.001
Si 11.681 3.566 5.869 -0.007 -0.002 0.009
Si 2.002 9.991 6.069 -0.014 -0.001 -0.014
Si 5.868 9.795 6.076 0.005 -0.001 -0.009
Si 9.668 9.933 5.887 0.005 -0.002 0.001
Si 13.559 9.73 5.981 -0.003 0.004 0.007
Si 2.012 3.197 7.233 -0.014 -0.003 -0.001
Si 3.99 5.558 9.634 -0.013 0.008 -0.003
Si 9.855 3.024 7.202 0.005 -0.01 0.005
Si 14.649 1.449 8.137 -0.01 -0.009 0.013
Si 0.07 9.24 7.22 -0.002 -0.001 -0.004
Si 7.857 13.068 8.953 0.001 -0.032 -0.05
Si 15.149 12.132 12.252 -0.038 -0.01 0.009
Si 11.04 7.011 7.529 -0.003 0.001 -0.031
Si -5.957 9.863 18.32 0.007 -0.007 0.017
Si 6.132 4.252 9.38 0.009 -0.007 -0.013
Si 8.612 6.917 7.67 -0.012 0.011 -0.028
Si 17.462 2.049 10.716 0.024 -0.037 -0.046
Si 1.368 13.78 7.38 0.023 0.001 -0.011
Si 2.089 12.929 9.357 0.034 0.041 -0.007
Si 4.391 12.551 9.451 0.016 -0.035 -0.037
Si 14.692 10.543 8.989 0.008 -0.014 0.01
Si 1.98 4.179 9.492 0.033 0.004 -0.031
Si 4.488 10.211 9.526 -0.047 0 0.011
Si 7.913 9.267 7.277 -0.008 0.003 0.022
Si 11.526 9.333 7.162 0.018 -0.02 -0.001
Si 3.121 12.099 16.152 -0.01 0.036 -0.016
Si 0.682 15.289 13.747 0.016 0 -0.081
Si 6.754 15.376 10.968 0.038 -0.013 0.017
Si 13.469 7.16 10.577 0.005 -0.014 -0.133
Si -4.103 1.802 15.536 -0.001 -0.018 -0.005
Si 4.077 1.018 11.436 0.031 0.025 0.002
Si 11.886 5.723 9.339 0.004 0.007 0.017
Si 10.253 3.918 9.406 0.013 -0.001 0.015
Si 0.945 11.194 10.497 0.011 -0.014 0
Si 11.472 12.774 8.837 -0.004 -0.017 0.007
Si 9.12 9.262 15.416 0.001 -0.004 0.003
Si 11.552 14.697 10.314 0.009 0.042 -0.06
Si 3.33 6.94 7.664 0.004 -0.001 -0.004
Si 0.059 5.851 9.452 0.003 0.045 0.032
Si 14.965 6.287 15.446 0.009 0.026 0.003
Si 9.489 4.323 15.62 -0.013 0.005 0.003
Si 0.845 7.007 7.562 -0.018 -0.001 -0.008
Si 10.971 10.477 9.16 0.019 0.022 -0.01
Si 12.918 9.542 10.227 -0.013 -0.016 -0.016
Si 18.202 9.704 10.996 0.024 -0.019 -0.039
Si -7.128 6.523 11.647 0.009 0.007 0.028
Si 5.908 2.978 7.322 -0.005 -0.004 0.008
Si 9.707 0.699 7.532 -0.015 0.006 0.01
Si 18.866 0.821 14.322 0.01 -0.017 0.016
Si 3.942 9.256 7.361 0.011 0.006 0.025
Si 6.526 10.655 15.106 -0.025 -0.002 0.004
Si 14.184 10.643 17.555 0.024 0.011 0
Si 17.918 9.218 15.553 -0.007 -0.003 0.007
O 34.766 13.016 12.857 0.009 0.012 0.017
O 24.754 4.953 17.132 0.005 -0.004 -0.003
O 5.964 -7.568 20.85 0.018 -0.002 0.002
O 17.209 -17.374 23.531 0 -0.001 -0.007
O 3.37 -15.19 16.101 0.005 -0.018 -0.006
O 15.055 0.199 25.818 0.016 -0.009 0.012
O -5.18 0.908 21.662 0 -0.002 -0.01
O -15.752 -18.967 23.474 -0.012 -0.002 -0.002
O 4.407 14.882 14.675 -0.014 0.024 -0.006
O 12.069 16.265 22.007 -0.011 -0.002 -0.004
O 21.116 4.236 13.936 -0.014 -0.011 0.019
O 26.482 0.727 14.377 0.005 0.009 -0.004
O 51.798 1.972 11.664 -0.054 -0.037 0.012
O 20.153 20.577 12.392 -0.001 0.015 0
O 19.296 -5.286 20.759 -0.001 -0.005 -0.018
O 11.615 5.267 20.072 -0.002 0.003 -0.002
O -5.926 10.242 14.156 0.003 -0.002 0.006
O 21.676 14.223 25.732 -0.002 -0.001 0.013
O -11.47 15.707 24.923 -0.001 0.01 0.008
O 21.714 19.482 24.843 -0.001 0.003 0.009
O 24.866 -13.231 12.595 0.005 -0.013 0.02
O 27.646 -2.962 24.724 0.013 -0.01 0.017
O 11.51 10.884 27.346 -0.01 -0.006 -0.004
O 24.248 -1.511 18.322 0.005 -0.004 0.005
O 15.073 11.418 21.004 0.005 -0.004 -0.01
O 23.484 -14.207 20.888 0.011 0.005 -0.012
O 20.969 -2.969 14.11 0.008 0.004 0.011
O -1.679 13.881 18.451 -0.017 -0.009 -0.007
O 28.784 16.128 19.745 0 -0.002 0.007
O 22.722 3.612 17.843 0.004 0.002 0.003
O 16.845 19.48 21.388 0.011 -0.006 -0.007
O 8.463 8.713 18.757 0 -0.003 -0.001
O 35.432 10.086 20.643 0.023 -0.013 -0.014
O 15.808 2.64 19.142 0.005 0.002 0.001
O 12.069 -13.369 23.54 0.001 -0.002 0.007
O 21.411 -1.154 22.457 0.02 -0.003 0.005
O 10.657 2.782 19.816 -0.012 -0.015 0
O -6.819 4.253 25.022 0.004 0 0.02
O 7.359 21.741 25.664 -0.007 -0.002 0.003
O 11.371 13.088 19.387 -0.01 0.009 0.007
Si 8.544 -2.184 9.139 0 0.006 -0.003
Si 13.719 -9.63 6.93 -0.004 0.008 -0.008
Si 25.966 -3.107 26.796 0.002 0.007 -0.011
Si 12.726 -4.311 25.514 -0.035 0.004 -0.031
Si 17.458 7.917 18.22 0 0.014 0.022
Si 27.916 -6.209 20.464 -0.001 0.003 0.007
Si 13.881 15.339 10.134 -0.017 -0.007 0.004
Si 26.371 0.186 12.854 -0.003 -0.012 0.019
Si 13.248 16.102 23.129 0.015 0 0.008
Si 13.233 -4.854 13.577 -0.019 -0.019 0.027
Si 15.924 -1.49 15.236 0.019 0.021 0.01
Si 22.654 4.313 13.425 -0.014 -0.009 -0.019
Si 23.749 -7.45 9.557 -0.024 -0.006 -0.006
Si 8.645 3.52 28.501 -0.006 0.018 -0.02
Si 10.304 6.808 14.036 0.016 -0.007 -0.016
Si 14.386 -2.785 21.503 0.031 -0.004 0.002
Si 19.774 -3.794 13.37 0.016 0 -0.015
Si -0.656 -13.341 27.328 -0.023 -0.016 -0.01
Si 0.843 0.609 24.884 0.003 0.013 -0.013
Si 20.14 17.585 21.693 -0.009 -0.005 0.005
Si 18.142 6.407 20.442 -0.007 0.02 0.03
Si 27.882 0.233 18.135 0.022 -0.017 0.004
Si 16.138 -5.232 22.512 0.028 0.02 0.007
Si 17.501 -7.64 13.961 0.002 -0.015 -0.023
Si 7.558 5.558 21.047 -0.003 -0.003 -0.006
Si 29.08 -6.584 23.462 0.007 0.008 0.006
Si 13.779 4.498 8.836 -0.022 -0.025 0.007
Si 7.926 3.881 23.622 -0.021 0 -0.006
Si 21.088 -12.988 17.446 -0.021 -0.003 0.004
Si 13.545 12.332 7.873 -0.018 -0.005 -0.019
Si 14.52 7.701 18.208 0.009 0.009 0.016
Si 14.003 -9.403 15.653 -0.053 0.026 -0.017
Si 3.142 -16.51 23.473 -0.012 -0.005 -0.001
Si 8.089 4.933 18.258 -0.003 0 0.007
Si 12.347 -0.515 27.371 0.019 -0.005 -0.036
Si 11.89 -9.133 20.402 -0.001 0.006 0.012
Si 19.85 -10.602 20.382 -0.023 -0.014 0.006
Si 16.08 2.106 22.385 0.027 0.008 0.005
Si 24.013 -1.613 13.262 0.006 -0.001 -0.039
Si 22.789 -17.983 19.197 0 0.007 -0.006
Si 11.587 -3.398 20.668 0.012 -0.009 0.004
Si 5.752 0.777 30.192 0.002 -0.001 0.016
Si -5.233 1.212 20.064 0.009 0.003 -0.003
Si 6.521 0.053 26.673 0.006 0.002 -0.029
Si 13.18 -14.89 12.238 0.019 0.064 0.018
Si 9.368 1.263 22.954 0.006 -0.004 0.013
Si 20.033 16.471 14.996 -0.004 -0.016 -0.016
Si 16.722 -11.102 20.156 0.02 -0.015 -0.004
Si 14.262 2.607 18.637 0.024 -0.025 0.043
Si 3.474 -5.927 11.6 -0.018 0.022 0.044
Si 15.343 -11.186 11.755 -0.014 -0.012 0.111
Si 0.734 -1.333 19.839 0.021 -0.007 0.018
Si 7.957 12.196 19.415 -0.013 -0.008 0
Si 5.839 0.596 7.761 0.029 0.011 0.008
Si 18.115 -1.651 25.842 -0.008 0.009 -0.039
Si 5.852 2.85 17.616 -0.006 -0.007 0.003
Si 26.519 -9.803 28.844 -0.016 -0.008 0.026
Si 22.876 -3.297 10.798 -0.028 -0.008 0.017
O -20.497 -20.312 14.753 -0.002 0.001 0.007
O 10.717 5.128 26.433 0.017 0 -0.02
O 20.472 0.779 20.81 0.014 0.013 -0.002
O 21.309 -16.096 10.277 0.059 -0.015 0.02
O 18.859 -2.75 12.488 0.01 -0.013 0.01
O 4.729 -22.516 21.699 0.01 0.005 -0.002
O 32.869 4.564 24.984 0.015 0.033 0.034
O 25.753 1.212 24.295 0.011 -0.005 -0.008
O 30.721 -10.27 15.106 0.035 -0.01 0.063
O 11.355 7.811 20.673 -0.002 0.003 -0.002
O 34.156 17.372 14.873 0.001 -0.001 -0.003
O 20.566 -10.061 19.044 0.009 0.001 -0.003
O 14.715 -9.804 22.453 -0.007 0.004 0.002
O 0.198 12.1 13.837 -0.003 0.009 -0.022
O 12.83 14.857 24.098 -0.017 -0.014 0.006
O 11.744 20.369 14.055 0.031 0.004 -0.012
O 27.395 11.777 12.581 -0.017 0.018 0.005
O 32.405 12.204 16.216 -0.017 -0.009 -0.004
O 25.466 9.561 16.779 -0.001 -0.002 -0.002
O -4.307 -11.361 11.878 -0.006 -0.022 0.028
O 4.573 -20.202 23.161 0.005 -0.011 -0.005
O 12.65 41.185 15.118 0.001 -0.007 -0.02
O 2.034 -0.496 24.844 0.018 -0.029 0.018
O 25.077 23.132 25.554 -0.008 0 0.012
O 15.523 -1.902 18.471 -0.028 -0.009 -0.007
O 14.529 -14.545 16.029 0.002 -0.006 0.004
O 4.919 -11.83 23.483 0.01 0.001 0.009
O -2.664 7.239 24.479 0.008 0.006 0.008
O 21.583 -11.485 17.032 0.007 0.005 0.005
O 26.189 -2.852 19.414 -0.014 0.003 -0.011
O 28.776 -3.228 13.415 -0.005 -0.022 0.001
O 29.031 6.976 19.32 0.006 0.001 -0.006
O 44.996 -7.864 15.124 0 0.005 -0.002
O 16.981 1.996 25.462 0.019 0.014 -0.008
O 25.245 -6.135 12.476 -0.007 0.007 0.008
O 14.864 6.603 17.047 0 -0.011 -0.024
O 13.368 4.699 23.953 0.004 0.002 0.007
O 32.873 -17.547 16.622 -0.002 -0.007 -0.001
O 21.505 20.171 27.394 0.018 -0.005 -0.038
O 13.592 7.124 12.222 0.002 0.005 0.077
O 19.424 -0.182 17.494 0.024 0.007 0.015
O 37.365 -9.532 23.935 0.015 0 0.003
O 14.34 7.573 14.685 -0.012 -0.019 -0.006
O -12.233 -3.927 18.635 0.001 -0.011 -0.003
O 18.821 8.367 14.518 0.007 -0.008 -0.006
O -22.8 25.857 23.047 0.005 0.005 0.003
O 31.43 -4.63 18.832 -0.009 -0.011 -0.01
O 11.411 -4.462 26.514 0.011 -0.003 0.007
O 16.595 9.884 14.873 0 -0.008 0.003
O 38.883 17.984 22.58 0.001 -0.001 -0.001
O 32.897 10.592 20.446 -0.027 0.01 -0.013
O 7.301 -6.446 18.171 0.004 0 0.004
O -29.008 1.519 14.194 0.015 -0.003 -0.017
O 12.053 13.218 26.029 -0.013 -0.012 0.014
O 8.436 4.782 19.876 0.002 -0.004 0.004
O 27.127 -11.92 16.863 -0.003 0.005 0.004
O 33.576 -19.619 12.713 0.007 0.001 -0.012
O 9.383 -29.19 27.909 -0.005 0.001 0.011
O 18.754 -15.626 24.853 -0.013 0.011 0.018
O 33.353 -30.421 11.01 0.003 -0.014 0.003
O -7.5 -15.213 23.515 0.001 0.007 -0.009
O 5.854 -17.271 19.132 0.021 -0.011 0.002
O 7.568 -9.635 12.272 -0.021 0.019 -0.002
O 31.263 -12.027 23.346 0.005 -0.006 0.005
O 5.894 -14.117 16.306 0.008 0.001 0.002
O 8.36 -6.366 26.451 -0.01 -0.01 0.005
O 21.897 12.3 18.828 0.015 0.002 0.001
O 11.262 22.96 22.131 -0.002 0 -0.003
O 7.692 10.402 12.15 0.02 -0.009 -0.013
O 7.758 -4.837 11.224 0.002 0.002 0.011
O 31.966 -19.607 14.925 -0.021 0.003 0.012
O 23.581 -8.688 14.758 0.016 0.005 0.015
O 7.341 18.614 12.734 0.009 0.006 -0.008
O 44.129 -3.133 20.438 -0.01 -0.003 -0.002
O 24.759 -5.113 14.947 0 0.003 0.003
O 8.725 13.659 19.522 0.006 0 0.006
O 22.857 -13.881 14.27 -0.003 0.005 0.008
O 7.533 9.527 15.741 0.011 0 0.002
O 18.609 4.567 27.355 0.007 0.026 -0.032
O 18.855 -0.759 22.148 0.019 0.004 -0.001
O 32.141 -12.639 19.616 -0.011 0.001 0.013
O -1.383 -9.378 17.271 -0.022 0.043 0.001
O 7.668 1.342 10.254 -0.024 0.016 0.024
O -1.656 23.229 22.959 -0.012 -0.005 0.003
O 18.779 -7.838 20.829 0.003 0.005 -0.002
O 24.226 2.75 22.806 0.007 -0.009 0.001
O 16.646 -21.686 13.3 -0.004 -0.004 0.023
O -2.311 32.041 21.91 -0.001 0.002 -0.009
O -1.662 21.875 17.606 -0.004 -0.01 0.007
O 33.738 2.185 20.048 0.013 0.008 0.007
O 20.476 -21.902 16.559 0.009 -0.003 0.006
O 28.33 -1.317 17.952 -0.012 0.004 0.002
O 23.165 -5.662 20.723 0.008 -0.003 0.004
O -11.065 -17.562 23.539 0.005 -0.019 0.006
O 17.814 -6.392 18.837 0.001 -0.013 -0.013
O 1.953 2.86 23.018 -0.012 -0.003 0.007
O 25.61 2.84 15.796 0.004 0.002 -0.001
O 30.817 -4.073 21.683 -0.01 -0.008 0.009
O 19.169 -19.208 25.514 -0.101 -0.051 0.069
O 7.303 -1.172 25.843 -0.002 -0.015 0.02

Results
free energy: -248711.854 eV
free energy less fixed offsets of O -568.88, Si -635.61 eV per atom: 3.606 eV

The program warned: the cutoff lies below the one the program advises for these potential files; the exchange-correlation potential is rough where the density is thin.
